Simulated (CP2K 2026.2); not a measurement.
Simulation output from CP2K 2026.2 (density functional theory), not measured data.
Periodic cell of 432 atoms, Si324O108, from a study of silicon, its oxide and their interface. The atomic structure is a simulated model.
Doubt: the forces sum to 1.91 eV/angstrom along one axis rather than to zero, so they err by at least 0.0044 eV/angstrom per atom on average; the grid cutoff is modest.

Settings
functional: PBE
method: Gaussian and plane waves
basis set: DZVP-MOLOPT-SR-GTH
pseudopotentials: GTH-PBE
grid cutoff: 300 Ry, relative cutoff 40 Ry
k points: Gamma only
occupations: fixed
spin: none
net charge: 0

Cell vectors (angstrom)
a 16.32 0 0
b 0 16.32 0
c 5.4023 2.3882 29.526

Atoms and the computed forces on them: element, x, y, z (angstrom), force x, y, z (eV/angstrom)
Si 1.62 -1.6335 0.0553 -0.0843 0.167 0.7824
Si 4.3794 1.0617 0.0472 -0.2655 0.3219 0.6852
Si 1.0583 4.2595 -0.0576 0.1918 -0.1758 0.6862
Si 4.3679 6.5485 0.1605 -0.078 -0.0397 0.7073
Si 1.052 -6.4203 0.1164 0.0442 -0.2016 0.8118
Si 3.8341 -3.8422 0.0227 0.1802 -0.1322 0.7109
Si 6.6484 -1.1586 0.1665 0.1858 -0.2719 0.6783
Si 9.7747 1.06 0.1982 -0.1099 0.0615 0.7142
Si 6.6351 4.4345 0.0243 0.0498 -0.2267 0.6815
Si 9.3117 7.0854 -0.0002 0.122 -0.1262 0.7071
Si 7.0396 9.2401 0.0226 -0.0763 0.163 0.7046
Si -6.6116 -4.1414 0.2082 -0.3404 0.118 0.6868
Si -4.4005 -1.1759 0.0948 0.1653 -0.1164 0.716
Si -1.7078 1.5055 0.0204 0.2053 -0.0627 0.7323
Si -3.8914 3.7318 0.0232 -0.0464 0.2137 0.7385
Si -1.1249 6.5443 0.0753 -0.1218 0.0695 0.6932
Si -4.3811 -6.4184 -0.0005 0.318 -0.3467 0.662
Si -1.1791 -4.2304 -0.0222 -0.1973 0.174 0.7082
Si 2.7291 -0.0049 1.3301 -0.0051 -0.0149 -0.0615
Si 5.4956 2.7422 1.2793 0.0082 0.021 -0.0422
Si 2.7085 5.3456 1.2889 -0.0073 0.0063 -0.0201
Si 5.5176 8.1272 1.4341 0.0052 -0.0081 -0.0416
Si 2.6872 -5.365 1.4062 -0.007 0.0039 -0.0478
Si 5.439 -2.7591 1.3692 -0.009 0.0037 -0.0435
Si 8.1804 -0.0192 1.5023 -0.0012 -0.0091 -0.0254
Si -5.3947 2.6534 1.4494 -0.0032 -0.0042 -0.0563
Si 8.187 5.5268 1.3748 -0.0009 0.015 -0.0343
Si -5.4303 8.2232 1.2931 -0.0053 0.017 -0.0508
Si 8.1256 10.8745 1.3428 0.0049 -0.0101 -0.0424
Si -5.4541 -2.6647 1.5479 -0.0103 0.003 -0.0403
Si -2.8058 -0.0234 1.3902 -0.0068 0.0121 -0.053
Si -0.0715 2.684 1.2796 -0.0118 -0.0068 -0.0542
Si -2.7344 5.367 1.3117 0.0013 -0.0157 -0.0558
Si -0.0067 8.1778 1.3335 -0.0028 0.0237 -0.017
Si -2.7239 -5.3977 1.318 0.0032 0.0074 -0.0378
Si 0.0085 -2.7308 1.3548 0.0181 -0.0079 -0.0616
Si 1.3352 1.3584 2.6456 0.0024 0.0092 0.0018
Si 4.0673 4.0153 2.6783 0.025 0.0107 0.012
Si 1.3997 6.8 2.6532 -0.0022 -0.0262 0.0061
Si 4.0786 9.524 2.6818 -0.001 -0.0073 0.0033
Si 1.3391 -4.0471 2.7912 0.0105 0.0183 0.0493
Si 4.0978 -1.3477 2.7258 -0.0099 -0.0048 0.0396
Si 6.8252 1.4309 2.7386 0.0011 0.0101 0.035
Si 9.5322 4.0951 2.6853 -0.0107 -0.0068 0.0108
Si 6.8537 6.811 2.8213 0.0053 0.0034 0.0508
Si 9.5387 9.5539 2.7175 -0.0071 -0.0043 0.0352
Si 6.7656 12.1932 2.7261 0.0169 0.0161 0.0151
Si -6.8459 -1.3766 2.8858 -0.0053 0.0008 0.017
Si -4.0833 1.3151 2.8378 0.0024 0 0.0518
Si -1.3788 4.0407 2.717 -0.0124 -0.0174 0.0272
Si -4.0847 6.7986 2.6256 0.0002 0.0024 0.0059
Si -1.4036 -6.8121 2.6906 0.0092 0.0168 0.0165
Si -4.0229 -4.0517 2.7667 0.0057 -0.0112 0.0235
Si -1.3601 -1.354 2.685 -0.0044 -0.0088 0.0039
Si -0.0008 0.0072 4.0441 -0.0023 0.0068 0.0058
Si 2.7031 2.6886 4.0482 0.0091 -0.0007 -0.0024
Si 0.01 5.4425 4.0223 -0.0121 -0.0071 -0.0263
Si 2.7331 8.149 4.0445 -0.0085 -0.0028 0.0147
Si -0.0262 -5.4609 4.0756 0.0023 -0.0041 -0.0057
Si 2.7238 -2.6832 4.1081 -0.0009 -0.009 -0.0114
Si 5.4522 0.0285 4.0721 0.0085 -0.0077 -0.0195
Si 8.1813 2.7654 4.0944 0.004 -0.0139 0.0182
Si 5.4239 5.4097 4.0609 0.0109 -0.0007 -0.0088
Si 8.2088 8.1932 4.1254 -0.0061 0.0165 -0.0035
Si 5.4144 10.8604 4.0886 -0.0075 -0.0069 0.0033
Si 8.1071 -2.7767 4.1378 -0.0055 -0.003 -0.0057
Si -5.4597 -0.0098 4.1874 0.0139 0.0123 -0.0084
Si -2.7071 2.7056 4.1279 0.0003 0.0058 -0.0106
Si -5.4309 5.4608 4.0376 0.011 0.004 -0.0006
Si -2.7444 8.14 4.0431 -0.0054 0.0079 0.0026
Si -5.4193 -5.4232 4.087 -0.0146 0.0003 -0.0078
Si -2.6759 -2.6999 4.1082 -0.0093 0.0031 0.0032
Si 1.3244 -1.4161 16.3453 -0.0209 0.0026 0.0119
Si 4.0676 1.3695 16.2911 -0.0048 0.0093 0.0164
Si 1.3553 4.0587 16.3432 -0.0177 -0.0127 -0.0018
Si 4.0795 6.7989 16.3591 0.0015 0.0148 0.0034
Si 1.418 -6.7986 16.3398 -0.0118 0.0177 0.0143
Si 4.087 -4.1165 16.3993 -0.0166 -0.0045 0.0051
Si 6.7717 -1.374 16.326 0.0003 -0.0038 0.0058
Si -6.851 1.3514 16.253 0.0009 0.0027 -0.0231
Si 6.8125 4.1037 16.3467 0.0047 -0.0087 0.018
Si -6.7764 6.836 16.3063 0.0025 -0.0109 -0.0061
Si 6.7738 9.546 16.3555 0.0173 0.0064 0.0117
Si -6.7804 -4.072 16.2895 0.0089 0.0024 0.014
Si -4.043 -1.338 16.2513 -0.0103 -0.0107 0.0076
Si -1.2801 1.3994 16.2629 0.0032 0.0073 -0.019
Si -4.0964 4.0976 16.2596 0.0076 -0.0051 0.0181
Si -1.374 6.7698 16.2791 0.0084 -0.0115 -0.0021
Si -4.0757 9.5342 16.3834 0.0191 0.0005 -0.0066
Si -1.3863 -4.1162 16.2861 0.0018 0.0004 -0.0197
Si 2.6832 0.0119 17.6239 0.001 0.0058 -0.0437
Si 5.4214 2.7247 17.6705 -0.0114 -0.0049 -0.0461
Si 2.7208 5.4015 17.6973 0.0251 0.0012 -0.0102
Si 5.4326 8.1621 17.7324 -0.0149 -0.0007 -0.0214
Si 2.7584 -5.4903 17.8105 0.0044 -0.0035 -0.0164
Si 5.4553 -2.7351 17.7415 -0.0041 -0.0218 -0.0026
Si 8.1236 0.0115 17.6451 0.0042 0.0259 -0.0092
Si -5.5157 2.7478 17.5531 -0.0085 0.0187 -0.0281
Si 8.217 5.487 17.6793 0.0013 -0.0079 -0.0233
Si -5.461 8.1779 17.7284 -0.0054 0.0066 -0.0051
Si 8.1414 10.9549 17.6734 -0.0002 0.0186 -0.0308
Si -5.3853 -2.7032 17.6014 0.0128 -0.0114 -0.0433
Si -2.6161 0.0165 17.5467 0.0113 -0.0254 -0.0178
Si -0.0075 2.7319 17.7471 -0.0083 -0.0053 -0.0202
Si -2.7203 5.4035 17.6489 -0.0025 -0.0012 -0.0308
Si 0.0123 -8.1913 17.5872 -0.0087 -0.0106 -0.0439
Si -2.7017 -5.4079 17.7411 -0.031 -0.0081 -0.0136
Si -0.0477 -2.8419 17.6932 0.028 0.018 -0.0334
Si 1.3636 1.3435 19.0654 -0.0094 -0.0012 0.0681
Si 4.0944 4.0928 19.0862 0.0371 -0.0041 0.0596
Si 1.3051 6.7481 18.9759 -0.0094 0.0098 0.0339
Si 4.1343 -6.8604 19.2255 -0.0042 0.0074 0.0212
Si 1.2753 -4.1969 19.1389 -0.0097 -0.0159 0.0335
Si 4.0082 -1.367 18.9761 -0.0311 -0.013 0.0546
Si 6.7648 1.337 19.0326 0.0019 0.0073 0.0638
Si -6.8018 4.0665 19.0369 -0.0067 -0.0276 0.0329
Si 6.8719 6.8518 19.0472 0.0126 0.0096 0.0424
Si -6.8455 9.5897 19.0344 -0.0149 0.0107 0.0539
Si 6.8779 -3.994 19.1618 0.0199 -0.0174 0.0431
Si 9.5503 -1.3326 18.9057 -0.0098 -0.0154 0.043
Si -4.0312 1.4228 18.7341 0.0069 0.0379 0.0123
Si -1.404 4.0707 19.1166 -0.0078 0.0005 0.0703
Si -4.0867 6.7533 19.0085 -0.0066 -0.0188 0.0351
Si -1.3037 -6.8492 18.9797 0.0027 -0.0036 0.0627
Si -4.05 -3.9872 19.0797 0.0026 0.0193 0.0491
Si -1.3619 -1.383 18.9786 0.0072 0.0085 0.0384
Si 0.2204 -0.3028 20.3018 -0.091 0.2095 -0.7511
Si 2.9786 2.4521 20.3604 -0.1616 0.2253 -0.7158
Si -0.2931 5.7308 20.3751 0.1456 -0.2728 -0.7346
Si 2.5243 8.1215 20.3919 0.2832 -0.0229 -0.6535
Si 0.2867 -5.9543 20.4653 -0.1164 0.3257 -0.7439
Si 2.4161 -2.5112 20.2731 0.1038 -0.1068 -0.7731
Si 5.1538 0.1756 20.3012 0.1842 -0.1624 -0.7223
Si 7.877 2.9553 20.3203 0.2034 -0.1497 -0.7959
Si 5.7462 5.2602 20.3246 -0.2169 0.089 -0.7524
Si 7.9517 8.4493 20.4307 0.1415 -0.1164 -0.7414
Si 5.7671 -5.618 20.4641 -0.1876 0.08 -0.6998
Si 8.5357 -2.7716 20.4355 -0.3048 0.0996 -0.6516
Si -5.1911 -0.0618 20.0183 -0.158 -0.0025 -0.7063
Si -3.0744 2.8673 20.2822 0.2616 -0.0288 -0.6544
Si -5.1954 5.1735 20.3508 -0.1378 0.1149 -0.7169
Si -2.5007 -8.382 20.2414 -0.2082 0.0771 -0.7605
Si -5.7056 -5.1075 20.2771 0.0997 -0.1002 -0.7692
Si -3.0088 -2.2919 20.387 0.2236 -0.3176 -0.6865
Si -6.6632 1.5137 22.3538 -0.0374 -0.0882 0.0143
Si 5.8016 -5.1046 -2.0444 -0.0831 0.0503 0.1289
Si 5.4636 -0.9844 23.2224 -0.1217 0.0624 -0.0959
Si -0.204 -6.1016 23.4725 0.0343 -0.0271 -0.0878
Si 4.2995 -8.0798 -4.3188 -0.0271 -0.039 0.0053
Si -4.2876 -6.9526 22.3969 -0.0275 -0.0907 -0.1395
Si -0.0585 4.1094 22.9128 -0.0723 0.1159 -0.071
Si -2.3737 6.7625 -2.6795 -0.0539 -0.1051 0.0341
Si 2.212 6.3532 -3.9028 -0.0479 0.0234 -0.0332
Si 1.2471 2.7781 -2.8501 -0.1023 0.1135 0.1481
Si 6.0715 0.5827 -5.1082 0.1124 0.0417 -0.0562
Si 3.9366 6.2714 22.5803 -0.1028 -0.0986 -0.1962
Si -7.0816 5.5321 -4.5933 0.0484 0.0571 -0.0099
Si 4.2294 -3.7823 22.5473 0.0653 0.0925 -0.191
Si 0.0367 0.0216 -2.1291 -0.1362 0.0359 0.1098
Si -5.2407 5.5184 -2.159 0.0236 0.0195 0.1477
Si 3.7172 3.8814 -4.0128 0.0806 0.0862 -0.0149
Si -3.0065 -7.5235 -4.8313 -0.2243 -0.0013 -0.0104
Si 2.6413 3.4624 23.3157 0.1306 -0.0968 -0.0394
Si -4.4983 -5.7432 -2.8268 0.059 -0.039 0.1005
Si -1.2599 1.5062 22.294 -0.0856 -0.0335 -0.0891
Si 8.0421 -2.8223 -1.9901 -0.0401 0.0683 0.0433
Si 8.1486 -1.7934 -4.9233 -0.0338 -0.1148 0.0256
Si -7.9457 -1.1665 23.2426 0.0442 -0.0499 -0.2995
Si 7.9337 2.5081 -1.9239 -0.0817 0.0693 0.1162
Si 5.1312 1.8041 -2.6312 -0.072 0.0151 0.154
Si -1.5735 -1.3576 -4.4379 -0.052 0.0156 0.005
Si 7.2453 7.697 -4.256 -0.0603 0.0348 -0.0227
Si -7.1232 -6.4082 -4.1925 0.0223 -0.0204 0.0572
Si -3.1616 -2.1552 23.3438 0.0996 -0.0477 -0.0682
Si -6.4364 7.0947 22.5462 0.0327 0.0569 -0.2048
Si -0.4348 4.871 -4.2389 0.0553 0.0084 0.096
Si 2.6952 -8.0278 -1.9388 -0.0018 -0.0063 0.0682
Si -7.9956 2.7226 -4.987 -0.1098 -0.0268 -0.0278
Si 5.0688 -5.4695 -5.1247 0.071 0.0826 0.0239
Si -3.0937 -2.9777 -2.2062 0.0867 -0.0614 0.0798
Si 1.3504 -1.3363 5.4426 0.0044 0.0099 0.0109
Si 4.0675 1.3545 5.4319 -0.0035 -0.0003 0.0137
Si 1.3611 4.0813 5.4012 -0.001 0.0006 -0.0001
Si 4.0828 6.7912 5.4175 0.0069 0.0012 0.0072
Si 1.3581 9.5008 5.4115 -0.0011 0.0014 0.0065
Si 4.0706 12.2416 5.4438 -0.0016 0.0065 0.0038
Si 6.7773 -1.3558 5.453 -0.0037 0.0146 0.0062
Si 9.5087 1.3911 5.4806 -0.0085 -0.0011 0.0123
Si 6.7925 4.089 5.4476 -0.0003 0.0076 0.003
Si 9.5492 6.8012 5.4483 0.0065 0.0033 0.0074
Si 6.8002 9.5262 5.453 0.004 0.0009 0.0142
Si 9.5213 -4.0978 5.4655 0.0076 -0.0073 0.0158
Si -4.0615 -1.372 5.482 -0.0073 -0.0004 0.0115
Si -1.3376 1.3491 5.4532 -0.0038 -0.0079 0.0116
Si -4.0828 4.0988 5.4289 -0.0077 -0.0099 0.0043
Si -1.3571 6.7927 5.3976 0.0015 -0.0044 0.0003
Si -4.0803 -6.8138 5.4299 0.0037 -0.0008 0.0054
Si -1.3475 -4.0871 5.456 0.0136 0.001 0.0082
Si 2.7145 0.0079 6.807 -0.0031 -0.0004 0.0087
Si 5.4329 2.7165 6.7943 -0.002 -0.0053 -0.0028
Si 2.7175 5.436 6.7774 0.0003 0.0028 -0.0048
Si 5.4386 8.1501 6.7913 0.003 -0.0083 0.0025
Si 2.7101 10.8682 6.7853 -0.0012 0.0004 0.0019
Si 5.4244 -2.7185 6.8111 0.0007 0.005 -0.0005
Si 8.1479 0.0035 6.8106 0.0073 0.0046 0.001
Si 10.8839 2.7469 6.814 -0.0061 0.002 0.0006
Si 8.1617 5.4517 6.7977 -0.009 0.0021 -0.0011
Si 10.896 -8.1624 6.8126 0.0004 -0.0025 0.0017
Si 8.1574 -5.4454 6.8235 0.0014 0.0051 0.0002
Si 10.8813 -2.73 6.8205 0.0031 0.0003 0.0026
Si -2.7039 0 6.8214 0.0089 -0.0005 0.0017
Si 0.0167 2.7267 6.7916 0.0015 -0.01 -0.0004
Si -2.7113 5.4473 6.7848 -0.0037 0.0058 -0.0027
Si -0.0027 8.1486 6.7762 0.0052 -0.0052 0.0005
Si -2.7218 -5.4488 6.7955 -0.0097 -0.0068 0.0022
Si 0.0105 -2.72 6.8043 -0.0013 -0.0031 0.003
Si 1.3646 1.3706 8.1646 0.0048 0.007 -0.0019
Si 4.0763 4.0826 8.1499 0.0092 -0.001 0.0023
Si 1.3601 6.7947 8.143 -0.0069 -0.0088 0.0003
Si 4.0768 9.5149 8.1489 0.0039 0.0038 -0.0093
Si 1.3661 -4.0882 8.1576 0.0011 0.0019 0.0012
Si 4.0679 -1.3604 8.167 -0.0064 -0.0063 0.0038
Si 6.7887 1.3616 8.1661 -0.0123 -0.0176 -0.0014
Si 9.5144 4.0941 8.1685 0.0078 -0.0009 -0.0045
Si 6.7999 6.8041 8.1601 0.0042 0.0027 0.0021
Si 9.5229 -6.8091 8.1688 -0.0058 -0.0104 -0.001
Si 6.7961 -4.0729 8.1677 0.0091 0.0033 -0.0062
Si 9.5174 -1.356 8.1653 0.0055 0.011 -0.0048
Si -4.0744 1.3712 8.1622 0.0021 0.0044 -0.0028
Si -1.3545 4.0826 8.1467 0.0041 -0.0009 -0.0059
Si -4.0626 6.8006 8.1631 -0.0017 0.005 -0.0038
Si -1.3539 -6.807 8.1477 -0.0004 0.0076 -0.004
Si -4.0783 -4.094 8.1684 -0.0107 -0.0056 -0.003
Si -1.3514 -1.3693 8.1717 -0.0011 0.0054 -0.0028
Si 0.0078 -0.0011 9.5192 0.0011 -0.0039 -0.0023
Si 2.7242 2.7251 9.5217 -0.007 -0.0144 0.0027
Si 0.007 5.4376 9.5114 -0.0068 0.0007 0.0024
Si 2.7175 8.1566 9.5107 -0.0015 -0.0009 -0.0013
Si 0.0027 -5.448 9.5143 0.0026 0.0007 -0.0006
Si 2.7213 -2.731 9.5229 0.0042 0.0041 0.0011
Si 5.4346 -0.002 9.523 0.0021 0.0124 0.0008
Si 8.1531 2.7269 9.5212 0.0028 0.0027 -0.0023
Si 5.4373 5.4404 9.5135 0.002 0.0014 -0.0043
Si 8.1569 -8.1595 9.5243 0.0019 0.0007 -0.0006
Si 5.4363 -5.4441 9.5169 -0.0011 0.0011 -0.0004
Si 8.1553 -2.7153 9.5268 -0.0003 -0.0001 0.0005
Si -5.4388 0.0065 9.5184 -0.0027 -0.0031 -0.0003
Si -2.7134 2.7296 9.5173 -0.001 -0.0008 0.002
Si -5.4366 5.4495 9.5203 -0.0038 0.0029 0.0012
Si -2.7087 -8.1583 9.5202 0.0006 -0.0077 0.0008
Si -5.4409 -5.4449 9.527 0.0048 0.0042 -0.0004
Si -2.7157 -2.7303 9.525 0.0001 -0.0001 0.0009
Si 1.3659 -1.3664 10.8769 0.0008 -0.0017 -0.0013
Si 4.0794 1.3595 10.8799 0.006 -0.0061 0.0007
Si 1.3649 4.0817 10.8812 0.0061 -0.0003 0.0043
Si 4.0814 6.8035 10.875 0.0034 -0.0039 -0.0005
Si 1.3612 9.5136 10.8807 -0.0087 0.0087 -0.0007
Si 4.0807 -4.0886 10.8852 -0.006 0.0063 0.0025
Si 6.7922 -1.3595 10.8874 -0.0049 0.0055 0.0009
Si 9.5187 1.3682 10.8769 0.0036 -0.0019 0.0002
Si 6.7924 4.0858 10.8837 -0.0104 -0.0002 0.007
Si 9.5175 -9.5162 10.8795 -0.0005 0.0054 -0.0017
Si 6.8001 -6.7966 10.883 0.0136 -0.0105 0.0001
Si 9.5126 -4.0833 10.8803 0.002 0.0029 0.0001
Si -4.0827 -1.3655 10.8748 0.0035 0.0062 -0.0038
Si -1.357 1.3592 10.8702 -0.0008 -0.0025 -0.0031
Si -4.0747 4.0916 10.878 -0.0065 -0.0001 -0.0007
Si -1.3467 6.8011 10.8737 0.0057 -0.0005 -0.0007
Si -4.0726 -6.7995 10.8792 -0.0062 -0.003 0.0001
Si -1.3501 -4.0883 10.8824 -0.0017 -0.006 0.0024
Si 2.734 -0.0175 12.2351 -0.0043 0.0066 -0.0061
Si 5.4254 2.7273 12.2414 -0.0027 -0.0117 0.0031
Si 2.7258 5.446 12.2402 0.0006 0.0024 0.0057
Si 5.4434 8.1609 12.2401 -0.006 0.0068 -0.0026
Si 2.7197 10.8718 12.2452 0.0036 -0.007 0.0014
Si 5.4356 -2.7268 12.2492 0.0066 -0.0039 0.0093
Si 8.1544 0.0096 12.2344 0.0019 0.0051 0.0034
Si 10.8797 2.7338 12.2333 0.0066 0.0043 0.0033
Si 8.1515 5.4528 12.2412 0.0065 -0.0033 0.0042
Si 10.8724 -8.1483 12.2301 0.0017 -0.0018 0.0034
Si 8.155 -5.4362 12.2507 -0.0021 0.0064 0.0047
Si 10.8753 -2.7273 12.2342 -0.0071 -0.0055 -0.0019
Si -2.7193 -0.0022 12.2255 -0.0038 -0.0051 -0.001
Si 0.0063 2.7088 12.2313 -0.0104 -0.0103 0.0059
Si -2.7113 5.4542 12.2341 0.0041 0.0057 0
Si 0.0071 8.1509 12.2474 -0.0081 -0.0101 0.0027
Si -2.7055 -5.4504 12.2424 -0.0013 0.0022 0.0111
Si 0.0153 -2.728 12.2398 0.0113 0.0151 0.005
Si 1.3782 1.3437 13.5804 0.0001 -0.0099 -0.0002
Si 4.0795 4.0953 13.6135 -0.0089 -0.0046 -0.0032
Si 1.3705 6.7954 13.6112 0.0021 0.0061 -0.0008
Si 4.0852 9.5147 13.6025 -0.005 0.0009 -0.0007
Si 1.3703 -4.087 13.6154 -0.0003 0.0012 0.0009
Si 4.0688 -1.3833 13.6192 0.0008 0.007 -0.0009
Si 6.7812 1.3623 13.591 0.0029 0.0077 0.0015
Si 9.5147 4.0958 13.5922 0.004 -0.0013 -0.0001
Si 6.7982 6.8124 13.6164 -0.0031 0.0039 0.0053
Si 9.5171 -6.799 13.6066 0.0076 -0.0088 -0.0004
Si 6.7917 -4.0813 13.6165 -0.0028 -0.0021 0.0032
Si 9.5121 -1.3598 13.5837 0.0045 0.0022 0.0013
Si -4.0751 1.3667 13.5796 -0.0081 -0.0082 -0.0088
Si -1.3519 4.079 13.5797 0.0058 -0.0015 0
Si -4.0751 6.8304 13.5795 0.0005 0.0021 -0.0033
Si -1.348 9.5094 13.6137 0.0071 -0.0005 0.0008
Si -4.0814 -4.0956 13.5859 0.0012 0.0016 -0.001
Si -1.351 -1.3604 13.5788 -0.0103 0.0015 -0.0029
Si 0.0304 -0.0225 14.9389 0.0152 -0.005 -0.007
Si 2.7059 2.7217 14.9485 0.004 -0.0043 -0.0161
Si 0.0093 5.4184 14.9549 0.0063 -0.0084 -0.0142
Si 2.7412 8.1517 14.9698 0.0039 0.0019 -0.0096
Si 0.025 -5.4607 14.9737 0.0027 -0.0169 -0.015
Si 2.728 -2.752 15.0101 0.0082 -0.0058 -0.0034
Si 5.4286 -0.0076 14.9559 -0.0007 0.0012 -0.0046
Si 8.1294 2.7423 14.936 -0.0105 0.0042 -0.0103
Si 5.4434 5.4524 14.9859 -0.0121 -0.0098 -0.0055
Si 8.146 8.1867 14.9836 0.0041 0.0215 0
Si 5.4231 10.8787 14.979 -0.0058 -0.0062 -0.0114
Si 8.1576 -2.7098 14.9595 0.0013 0.0026 -0.0041
Si -5.444 0.0073 14.9254 0.0059 0.0034 -0.0115
Si -2.7116 2.7251 14.9367 -0.0053 -0.0022 -0.0118
Si -5.4352 5.479 14.9243 -0.0035 0.0038 -0.0096
Si -2.7329 8.1732 14.9765 -0.0192 -0.0017 0.0008
Si -5.4268 -5.4556 14.9655 0.008 0.0113 0.0009
Si -2.7112 -2.7321 14.9188 -0.0013 0.0093 -0.0124
O 8.1672 -8.1602 -0.5102 -0.0413 -0.0402 -0.4137
O -6.7452 -3.9712 20.8472 0.0463 0.0136 0.4168
O 0.8959 -1.0131 -1.2525 -0.0932 -0.1323 -0.3474
O -8.0964 -1.905 21.792 -0.0287 0.191 -0.0304
O -6.9994 -3.3341 -1.1556 0.2866 -0.0189 -0.208
O 3.097 -3.2111 21.5605 -0.0707 -0.2342 0.2792
O -7.8938 2.328 21.7122 -0.3323 -0.1099 0.3391
O -6.3318 -7.3557 -5.1996 0.0584 0.1071 -0.0269
O -7.6748 7.749 21.7318 -0.1758 -0.0859 0.3766
O -1.8355 7.2147 -1.2257 -0.2628 0.6665 0.0815
O 5.476 5.4983 -0.4692 -0.2562 -0.084 -0.3185
O -1.3901 4.3978 23.7499 -0.0808 -0.2869 -0.057
O 3.65 7.4276 -0.9904 -0.1513 0.216 -0.2832
O -6.1107 -5.9103 -3.0291 -0.1868 0.1863 0.2442
O 2.7355 -2.722 -0.465 -0.1265 -0.1745 -0.3825
O -6.9323 6.4886 23.9469 -0.1845 -0.3323 0.1089
O -7.6619 -5.1149 -4.9796 0.2979 0.2999 0.1854
O -5.0584 -5.83 21.5639 0.1053 0.0951 0.3437
O 1.1917 3.8919 23.9028 -0.0257 0.2713 0.645
O -5.7579 2.5649 23.1619 0.2085 0.5544 -0.1968
O 1.3341 -1.3958 20.8114 0.1356 -0.0091 0.417
O -0.0695 -5.3642 -0.445 -0.175 -0.2833 -0.5831
O 5.6882 7.5416 -3.8321 -0.011 -0.3153 0.3582
O 6.2717 -6.445 -1.2685 0.0804 -0.303 -0.5609
O -5.5229 -5.2701 -0.21 -0.0591 -0.0189 -0.0393
O -5.7621 0.8767 21.1975 0.244 0.3486 0.1521
O 6.8503 -6.7621 20.9594 -0.2341 0.1884 0.2684
O 5.6495 -0.4816 21.6963 0.3887 -0.2627 0.0319
O 5.4253 -0.16 -0.2092 -0.1405 -0.2021 -0.0811
O -5.4917 -0.0505 -0.3987 -0.1405 0.1599 -0.204
O -6.018 5.0094 -3.482 0.2204 -0.5627 -0.2446
O -2.7715 2.6479 -0.5088 0.0269 0.0634 -0.4223
O -0.5813 0.21 21.6261 -0.0865 -0.2671 0.1452
O -4.1275 4.011 20.8224 -0.1197 0.0831 0.4687
O 7.3579 -1.5659 -1.2437 0.1508 0.3615 -0.4092
O -3.9839 -6.6765 -1.5778 0.0634 -0.1808 -0.1761
O 8.1363 6.4299 -3.8059 -0.1875 -0.2553 0.6514
O 2.4317 2.9263 21.8067 -0.2307 0.1338 -0.1416
O 0.3021 5.2477 21.8198 0.3212 0.1775 0.3059
O -7.7839 2.6258 -3.3974 0.3518 -0.0127 -0.214
O -3.8445 -1.9303 -1.2311 -0.0473 0.2639 -0.0461
O 3.6393 -7.3295 -3.0413 -0.1912 0.6755 -0.0201
O -1.1919 0.6509 -1.2759 -0.2957 -0.3116 -0.2845
O 6.9215 -0.9556 23.899 -0.1517 -0.1439 0.6047
O -2.2245 7.9852 -3.6926 0.5548 0.0012 0.0374
O 1.537 3.5843 -1.4653 0.4582 0.2599 -0.2586
O -5.8076 5.8794 21.6842 -0.1865 -0.1695 0.2648
O -3.7685 -6.2662 -4.1673 0.1259 0.5193 -0.2255
O 7.047 -0.6415 -4.7405 -0.208 -0.0804 0.5285
O 7.9203 -7.2684 -3.6601 -0.0763 0.0766 0.1621
O 3.1721 7.2175 -4.8959 0.2065 0.0259 -0.4671
O 3.2224 5.2404 -3.3026 0.0392 0.2499 0.3383
O -7.2596 1.7837 -1.0582 0.117 0.2242 -0.2715
O 2.9269 7.1574 21.6601 -0.1896 -0.0243 0.2307
O -1.4083 6.854 20.7872 0.0549 -0.0258 0.2134
O -6.2556 6.4403 -1.2961 0.1161 -0.1242 -0.2064
O 1.3568 -6.0958 23.9041 0.3659 -0.4933 -0.197
O -3.6247 -6.198 23.6503 0.1887 0.3955 -0.1635
O 6.9853 -4.0247 -1.9806 0.0534 -0.202 0.0847
O 5.5603 -5.3813 -3.5987 0.3011 0.042 -0.0501
O -2.496 -2.581 21.92 0.2624 -0.2543 0.3722
O 2.5195 2.8159 -3.8383 0.0335 -0.4851 -0.4417
O -1.8103 -3.5795 -1.3898 0.4308 0.358 -0.2201
O -1.4473 5.5476 -3.1913 0.006 -0.2833 0.1508
O 4.9852 -2.5247 23.2057 0.1094 -0.1866 0.3759
O -0.4703 -0.7658 -3.428 0.4602 0.0806 -0.0817
O -5.3256 -8.0979 22.8598 -0.0271 -0.2311 0.6712
O -0.0065 5.4513 -0.4315 0.0702 0.0631 -0.4655
O 3.4833 4.8291 23.1564 0.3748 0.0807 0.2717
O -0.384 -5.6574 21.9214 -0.4214 0.2752 0.1872
O -4.7316 4.2644 -1.2725 -0.345 -0.3766 -0.3692
O 1.8313 -6.9179 -1.211 0.1967 0.3864 -0.3244
O 4.1062 1.3398 20.7394 -0.0704 -0.0813 0.4661
O -7.8152 -2.3867 -3.4682 0.4635 0.0937 -0.2104
O -2.6514 1.9314 21.567 -0.516 -0.2585 0.4969
O -7.0852 -2.0904 24.223 -0.153 -0.0719 0.4812
O 1.4585 -7.0388 20.8555 0.1212 0.3463 0.2837
O 6.5893 1.6196 -1.9584 0.0446 -0.324 0.2639
O -2.6552 -2.1715 -3.5418 -0.2067 -0.1563 -0.0967
O -7.236 0.2831 23.2119 -0.0079 0.0618 0.5125
O 4.4662 -0.0216 24.04 -0.1418 -0.1223 -0.0666
O 4.4779 -4.5155 -1.3189 -0.1922 -0.3252 -0.1665
O 5.0043 3.3155 -3.2178 0.5445 0.3502 -0.0409
O -0.8748 -7.5398 23.8098 -0.143 -0.1955 -0.3378
O 6.8012 4.0967 20.7836 -0.0668 0.1442 0.1873
O 5.2556 6.0074 21.6852 0.0395 0.3901 0.1994
O -2.4764 6.6986 24.2036 -0.1647 0.0595 -0.6564
O -0.0232 3.4385 -3.61 -0.3851 -0.5243 0.1725
O -3.9786 4.3375 24.1527 -0.3178 0.1318 -0.121
O 3.5224 -4.6258 23.6927 0.2183 0.0074 0.4408
O 4.0108 1.5541 -1.4819 -0.6096 0.0292 -0.2766
O -4.1574 -1.1558 20.6501 -0.1575 0.1243 0.4701
O -3.9342 6.3589 -2.5919 -0.0092 0.1394 -0.0952
O -4.0861 -4.1914 -2.6059 -0.4717 0.052 0.2019
O 4.2324 7.1636 23.8707 -0.2243 0.4771 0.0103
O -3.1153 -7.6286 21.5369 0.1155 0.2638 0.2349
O -0.2752 2.7496 22.0688 0.3095 0.0613 -0.4631
O 0.9857 1.2333 -2.5592 0.2574 -0.0255 -0.4293
O -1.4733 1.233 23.8708 0.4225 0.0155 0.4143
O 5.2209 -4.7976 21.7676 0.284 0.1745 0.3541
O 1.6819 7.2797 -2.693 -0.5253 0.2145 0.347
O 7.5027 3.9317 -1.2766 0.1274 0.4076 -0.3563
O -6.3055 -4.5972 24.0801 0.1455 0.0844 -0.5309
O -4.6586 -2.7508 23.3765 -0.1409 -0.0649 -0.542
O 3.2411 2.3037 24.2642 0.2583 0.2755 0.102
O 5.0386 0.7886 -3.8751 -0.6476 -0.4891 -0.064
O -3.2941 -0.5623 23.5984 -0.2915 0.3641 -0.0524
O 0.9161 5.7086 -4.576 -0.0524 0.102 -0.5708

Results
total energy: -82022.861 eV
total energy less fixed offsets of O -438.25, Si -107.07 eV per atom: -1.181 eV
